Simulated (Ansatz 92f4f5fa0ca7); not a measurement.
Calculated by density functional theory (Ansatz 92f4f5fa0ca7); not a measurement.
Periodic cell of 220 atoms, Si132O88, from a study of silicon, its oxide and their interface. The atomic structure is a simulated model.
Doubt: the cutoff is far below the 930 eV that the study's wrapper takes by default for these files, so forces and energies are approximate.

Settings: functional PBE; potential files Ansatz PAW; basis plane waves; wave-function cutoff 580 eV; density cutoff ratio 5; exchange-correlation grid ratio 1; k mesh 1 x 1 x 1, Gamma-centred; self-consistency stop 5e-08 eV per atom in the density residual; occupations fixed; spin none; net charge 0.

Cell vectors (angstrom)
a  10.938  0  0
b  0  10.938  0
c  0  0  31.9578

Atoms and the computed forces on them: element, x, y, z (angstrom), force x, y, z (eV/angstrom)
Si  -0.0952  0.2467  24.6226  -0.0199  0.0016  0.02
Si  5.851  -0.2885  24.2697  0.0135  -0.0017  0.0244
Si  2.5225  2.9535  24.7387  0.002  0.0186  0.0211
Si  8.5568  2.4519  24.4671  -0.0153  0.0119  0.0648
Si  0.3704  5.2449  24.5438  -0.0033  0.0112  0.0313
Si  5.1911  5.9443  24.3148  -0.0186  0.0062  0.0042
Si  2.8014  8.0648  24.496  -0.0133  0.021  -0.0122
Si  8.1346  8.4342  24.5941  -0.0333  0.0166  -0.0084
Si  1.3688  1.4108  26.0096  0.0031  0  0.0243
Si  6.8607  1.3583  25.6976  0.0023  -0.0076  0.011
Si  4.2058  4.2165  25.7331  0.0044  -0.0179  0.0366
Si  9.5914  4.1377  25.7556  0.0015  -0.0064  0.0283
Si  1.4084  6.8337  25.9113  -0.0014  0.0054  0.0139
Si  6.8312  6.8736  25.7615  0.0233  0.0087  0.0418
Si  4.1199  9.653  25.6511  -0.0048  0.0089  0.0201
Si  9.6472  9.6101  25.8995  0.0102  -0.0051  0.0241
Si  2.7831  -0.0198  27.1785  -0.0029  0.0115  -0.0132
Si  8.1942  0.0214  27.1849  -0.0065  0.0013  -0.0181
Si  -0.0556  2.7871  27.2371  0.0077  -0.0015  -0.0155
Si  5.4905  2.7399  27.1023  0.0052  0.0134  -0.0016
Si  2.7941  5.4549  27.2076  -0.007  -0.0134  -0.0148
Si  8.1826  5.4741  27.132  -0.0077  -0.0071  -0.0131
Si  0.0108  8.1869  27.2176  0  0.0012  -0.0128
Si  5.4383  8.2443  27.1286  0.0088  -0.0048  0.0091
Si  4.1018  1.3673  28.5395  0.2536  0.1686  -0.1912
Si  9.5708  1.3673  28.5395  -0.3215  0.1444  0.3666
Si  1.3673  4.1018  28.5395  0.1306  0.0999  0.2584
Si  6.8362  4.1018  28.5395  0.0769  -0.1797  -0.2738
Si  4.1018  6.8362  28.5395  0.1891  0.3027  0.1444
Si  9.5708  6.8362  28.5395  -0.2485  -0.1625  -0.0003
Si  1.3673  9.5708  28.5395  0.3077  -0.104  0.0993
Si  6.8362  9.5708  28.5395  -0.1634  0.0199  -0.0863
Si  0  0  29.9068  0.0354  0.0522  -0.047
Si  5.469  0  29.9068  0.0796  0.0635  0.0027
Si  2.7345  2.7345  29.9068  -0.0421  0.0031  -0.0438
Si  8.2035  2.7345  29.9068  0.0139  -0.0495  0.0416
Si  0  5.469  29.9068  0.0699  0.0349  0.0103
Si  5.469  5.469  29.9068  0.05  0.0886  -0.0331
Si  2.7345  8.2035  29.9068  -0.0106  0.0181  0.0359
Si  8.2035  8.2035  29.9068  -0.0251  -0.0433  -0.0293
Si  1.3673  1.3673  31.274  0.0522  0.0403  -0.0099
Si  6.8362  1.3673  31.274  -0.0089  0.0202  -0.0102
Si  4.1018  4.1018  31.274  -0.0706  -0.0602  -0.0198
Si  9.5708  4.1018  31.274  0.0068  -0.0299  -0.0284
Si  1.3673  6.8362  31.274  -0.0475  0.0085  -0.0234
Si  6.8362  6.8362  31.274  -0.0045  -0.0222  0.0061
Si  4.1018  9.5708  31.274  -0.0066  0.0019  -0.0309
Si  9.5708  9.5708  31.274  0.0042  -0.0118  -0.0166
Si  2.7345  0  0.6835  -0.0329  -0.0401  0.0397
Si  8.2035  0  0.6835  -0.0276  0.0607  0.0244
Si  0  2.7345  0.6835  -0.0314  -0.0203  0.0115
Si  5.469  2.7345  0.6835  0.0515  -0.0174  -0.0023
Si  2.7345  5.469  0.6835  -0.0497  0.0748  0.0218
Si  8.2035  5.469  0.6835  0.0424  0.0021  0.0434
Si  0  8.2035  0.6835  0.0745  -0.0205  -0.0094
Si  5.469  8.2035  0.6835  -0.0304  0.0239  0.0086
Si  4.1018  1.3673  2.0507  -0.054  0.1123  0.0839
Si  9.5708  1.3673  2.0507  0.0869  0.044  -0.0145
Si  1.3673  4.1018  2.0507  0.0514  -0.1365  0.0081
Si  6.8362  4.1018  2.0507  -0.1774  -0.1853  0.0193
Si  4.1018  6.8362  2.0507  -0.0074  -0.0511  -0.0183
Si  9.5708  6.8362  2.0507  0.015  0.0193  0.0178
Si  1.3673  9.5708  2.0507  -0.1182  -0.0454  0.0369
Si  6.8362  9.5708  2.0507  -0.0455  -0.0625  -0.0266
Si  0  0  3.418  -0.1035  -0.1457  -0.1188
Si  5.469  0  3.418  0.0557  -0.5716  0.5714
Si  2.7345  2.7345  3.418  -0.1436  0.0436  -0.1144
Si  8.2035  2.7345  3.418  -0.0698  -0.2668  -0.3593
Si  0  5.469  3.418  -0.0648  0.2155  0.2825
Si  5.469  5.469  3.418  -0.2596  0.1354  -0.4552
Si  2.7345  8.2035  3.418  0.1637  0.0954  0.1928
Si  8.2035  8.2035  3.418  -0.0113  0.281  0.1263
Si  1.3943  1.3102  4.7508  0.0413  -0.0738  0.0825
Si  6.9459  1.2635  4.7882  -0.0447  0.0302  0.0014
Si  4.0616  4.1581  4.7526  -0.0093  0.0174  0.051
Si  9.4679  4.1411  4.7511  0.0286  0.0301  -0.003
Si  1.3317  6.9045  4.8128  0.0104  -0.0714  0.0129
Si  6.7789  6.8523  4.7434  0.0062  0.0194  0.0189
Si  4.058  9.5306  4.9015  -0.0077  0.0682  0.0061
Si  9.5498  9.589  4.827  -0.0446  0.0383  0.0066
Si  2.5256  -0.187  6.2828  0.2475  0.1009  -0.1912
Si  8.1693  -0.1111  6.3734  -0.0267  0.0067  -0.064
Si  -0.2213  2.5884  5.9319  0.0028  0.0177  -0.0465
Si  5.4905  2.6673  5.9226  0.0515  -0.0501  -0.0434
Si  2.5801  5.4441  6.198  0.0503  0.0664  -0.0783
Si  8.0655  5.4948  6.1231  -0.0172  -0.074  -0.1066
Si  -0.0398  8.2374  6.2017  0.1445  0.1411  -0.036
Si  5.4097  7.9934  6.2929  -0.0103  0.045  -0.032
Si  3.8378  1.6086  7.1672  -0.0723  0.13  0.0722
Si  9.8025  1.1867  7.5866  0.027  0.0596  -0.0763
Si  1.349  3.6811  7.1758  0.057  -0.0972  -0.0409
Si  6.5662  4.1405  7.38  -0.1774  0.0652  0.2316
Si  4.1659  6.3557  7.6929  0.0192  -0.0331  0.1572
Si  9.3345  6.9766  7.3923  -0.2927  -0.239  -0.6243
Si  0.9003  9.6639  7.9189  3.0925  2.3773  -3.2066
Si  7.0289  9.0949  7.6368  -0.1215  0.079  -0.0768
O  1.4272  4.0431  24.1108  -0.0027  -0.0016  -0.0679
O  5.5283  11.0295  22.6926  0.0049  0.0189  -0.103
O  2.7029  2.7842  7.0186  0.0593  -0.0392  0.0165
O  8.1844  7.9762  8.0547  0.1668  0.0631  0.2323
O  5.1251  4.7939  8.3404  0.0398  -0.1268  -0.1063
O  0.1413  0.2756  8.0325  0.4289  -0.5569  -0.1739
O  3.9427  6.9754  24.0482  -0.0127  -0.0053  -0.0214
O  9.6833  1.3045  24.1653  0.0317  -0.0267  -0.0555
O  2.4813  9.3972  8.669  -1.0494  0.1615  -0.6306
O  0.9211  3.4685  8.7616  0.0056  0.055  0.1772
O  9.3661  2.0359  8.944  -0.031  0.043  0.0562
O  6.3567  9.5958  9.0527  0.0323  -0.0169  0.0528
O  4.3834  2.0304  8.7271  -0.0492  -0.172  -0.0952
O  3.6677  7.0515  9.098  -0.0377  -0.0117  0.0624
O  7.2596  3.5444  8.7428  0.19  -0.0442  0.0633
O  10.0847  5.9792  8.4733  0.1882  0.1468  0.4023
O  3.1457  2.009  23.5134  0.017  -0.0171  -0.0653
O  4.569  1.9203  21.1408  0.0095  -0.0038  -0.0296
O  8.1191  2.8613  22.936  -0.002  0.0142  -0.0915
O  10.8962  6.026  23.1449  0.0075  0.0044  -0.0423
O  6.9938  9.4863  24.0498  0.0253  -0.0109  -0.0342
O  2.0039  8.4971  23.108  -0.0165  0.0111  -0.0556
O  5.7486  5.8012  22.754  -0.0029  -0.026  -0.1102
O  0.5854  10.7017  23.2166  0.0161  -0.0134  -0.0481
Si  3.0034  8.3958  9.8395  0.5401  0.2069  -0.6624
Si  -1.1159  3.4827  19.2226  -0.0106  0.0123  0.0761
Si  3.0949  10.5069  19.8406  0.0185  -0.0015  0.0757
Si  1.8702  2.4502  19.5974  0.0109  -0.0034  0.0538
Si  6.6788  2.3085  14.4233  -0.0435  -0.0032  -0.0292
Si  9.8854  -1.5171  13.2614  -0.2727  0.049  0.4561
Si  2.243  19.0291  15.5091  0.0455  -0.0196  0.0615
Si  9.4218  3.7096  14.0617  -0.0178  -0.0459  0.0105
Si  5.749  9.6748  10.5667  -0.1051  0.0254  -0.0877
Si  -4.0467  10.9688  16.6313  -0.01  0.0149  0.0145
Si  1.5805  3.9462  10.1676  0.2376  -0.1318  -0.1802
Si  2.7615  12.2068  15.0419  0.0491  0.0233  0.0115
Si  11.3646  10.4939  15.5412  0.0408  0.0094  0.0828
Si  0.1403  -2.4793  10.5742  0.6411  -0.646  1.8246
Si  4.5094  3.465  9.4765  0.0699  0.2504  -0.1624
Si  -3.1242  12.0849  19.1616  -0.018  0.0119  0.0501
Si  1.9504  -5.6733  14.9238  0.0312  -0.0371  0.0316
Si  4.3814  3.6793  16.0751  0.025  -0.0015  0.0157
Si  3.8445  4.9105  18.7913  0.0323  0.0083  0.0452
Si  5.3262  4.7969  21.5277  0.0288  0.0349  0.0676
Si  13.1756  7.6639  18.5214  0.0012  0.0049  0.0439
Si  8.4449  3.0746  9.7858  -0.1953  -0.0507  -0.2055
Si  -2.7486  4.0393  21.8197  -0.0087  -0.0073  0.0667
Si  10.6081  -2.9362  20.0731  -0.0135  -0.0058  0.0948
Si  9.0502  6.6978  14.322  -0.057  -0.0842  0.0994
Si  3.3993  2.6131  22.0286  0.01  -0.0139  0.072
Si  1.2896  9.659  22.2061  0.0088  -0.0063  0.0555
Si  4.7144  9.7271  15.0967  0.0257  0.0218  0.0181
Si  -1.5528  -1.0498  17.9233  -0.01  -0.0207  0.0498
Si  5.51  11.5315  21.1417  -0.0146  -0.0047  0.0899
Si  9.5137  6.5903  22.4849  0.0028  0.0045  0.0453
Si  10.2052  5.708  10.085  0.0167  -0.5901  -0.1676
Si  -3.9105  8.6704  13.1242  -0.136  -0.018  -0.0258
Si  1.2066  3.0102  12.984  0.0399  -0.0108  -0.0366
Si  -0.7461  4.9797  16.5107  0.0106  0.0002  0.0494
Si  6.2162  1.8374  11.4534  -0.0607  0.0883  -0.0969
O  -5.4183  10.1335  16.4483  -0.0088  -0.0068  -0.0366
O  4.7337  4.2841  17.5556  -0.0031  -0.0099  -0.0368
O  3.1654  4.2571  9.8905  -0.2327  -0.0209  0.1215
O  5.3223  3.0955  10.8262  0.0505  -0.1127  0.1259
O  1.3901  0.838  15.8157  -0.0242  -0.0162  -0.0204
O  2.7017  14.6907  19.0326  -0.0034  -0.0006  -0.0274
O  -0.3896  2.8085  13.2891  -0.0079  0.0026  0.0097
O  0.0465  9.0488  9.0683  -2.8405  -2.1912  4.1926
O  2.4318  10.4143  21.332  0.012  0.0067  -0.0552
O  0.7816  5.2946  10.5544  -0.2031  0.2205  0.0251
O  10.06  -3.009  13.959  0.0479  0.0515  -0.1207
O  3.5241  2.281  16.0739  0.0029  0.0102  -0.0169
O  1.4008  -1.6016  14.952  -0.0498  0.0305  -0.0341
O  -2.534  5.4243  22.6416  0.0063  -0.0095  -0.0358
O  -1.2162  8.5556  18.8093  -0.0052  0.0196  -0.0445
O  1.688  7.8248  17.0075  0.0082  0.0085  -0.04
O  8.1052  -1.0631  16.8795  0.0131  -0.0033  -0.0125
O  11.0969  9.1327  21.1494  -0.0066  -0.0127  -0.0537
O  1.9867  2.5583  21.2274  -0.0209  -0.0029  -0.0577
O  1.7671  8.0198  10.8284  -1.2528  0.1836  -0.1439
O  4.7889  5.2743  20.0708  -0.0214  0.0016  -0.0565
O  -1.2303  6.9385  20.9073  0.0203  0.0193  -0.0675
O  -1.6067  6.2889  15.9245  0.0121  0.0194  -0.037
O  -2.6525  9.7016  13.0869  0.1296  0.019  -0.0176
O  -0.2611  -0.7275  16.9886  0.0221  0.0069  -0.0768
O  6.536  8.6179  11.5572  0.0735  -0.0298  0.054
O  4.1923  9.1858  10.6179  0.0685  -0.0123  0.1454
O  1.9978  6.8304  14.531  -0.0121  0.0141  -0.0251
O  13.1896  12.8935  13.6504  -0.0096  0.001  -0.0008
O  5.7699  9.3029  13.9402  0.0199  0.0014  0.0041
O  0.9986  7.2516  19.4954  0.0309  -0.0055  -0.0405
O  5.8424  11.2596  10.9783  0.0215  -0.0189  0.0158
O  -1.261  3.6659  15.6815  0.0001  0.0095  -0.0231
O  10.0302  7.162  10.8226  0.2188  0.4493  -0.3198
O  3.4501  4.8064  15.3564  -0.0168  0.0082  -0.0109
O  1.4436  2.8682  11.3739  -0.0297  0.0295  0.0398
O  7.5481  7.255  13.8424  0.0581  0.0135  -0.0031
O  8.9684  7.8969  23.2773  0.0082  0.0012  -0.0309
O  0.2899  2.6303  19.2  0.0026  -0.002  -0.0272
O  -3.9277  11.8887  20.579  0.0278  0.0034  -0.0473
O  3.7712  10.9859  14.6394  0.0011  -0.0129  -0.0028
O  5.771  3.3772  15.2712  0.0004  -0.0055  0.0012
O  -1.4993  3.9584  20.7514  0.0364  -0.0055  -0.0696
O  -4.2257  4.0174  21.1255  -0.0122  -0.0037  -0.0307
O  4.7254  -0.4063  20.099  -0.0106  -0.0043  -0.0439
O  3.247  6.3914  18.4515  -0.0045  0.0038  -0.0157
O  4.0146  4.1031  22.2275  0.0022  0.0028  -0.0233
O  6.7253  0.9362  17.9702  0.0082  -0.0103  -0.0282
O  2.8256  9.1351  18.9814  -0.0072  -0.0248  -0.0366
O  -0.2544  9.4612  11.8452  0.1712  -0.0506  -0.8253
O  5.9178  1.8346  13.0573  0.0176  -0.0004  0.0679
O  -0.9849  4.7073  18.1146  0.009  0.0107  -0.0581
O  -1.8995  11.0057  19.0635  0.0081  -0.002  -0.0219
O  11.802  5.0755  16.1518  0.0062  0.0051  -0.0232
O  7.1064  1.0204  15.3418  0.0105  -0.0029  -0.0045
O  -7.1103  8.4334  15.4957  -0.0119  -0.0022  -0.0159
O  -2.9613  3.0572  13.8289  0.0331  0.0182  0.003
O  13.4123  11.8963  19.149  -0.0072  0.0155  -0.0335
O  8.5164  2.5786  18.8549  0.0056  -0.005  -0.0254
O  1.5514  4.4972  13.5508  -0.0084  0.0098  -0.0034
O  9.2004  4.4153  10.384  0.1193  0.2333  0.0459
O  7.7462  2.2376  11.0055  0.0123  -0.0174  0.0532
O  10.3128  -0.3077  14.2994  0.0448  -0.0478  -0.0893
O  9.3879  5.2813  13.5402  0.0077  0.0395  -0.0247

Results
free energy: -133958.630 eV
free energy less fixed offsets of O -568.88, Si -635.61 eV per atom: 3.330 eV

The program warned: the cutoff lies below the one the program advises for these potential files; the forces do not sum to zero within the program's tolerance; the exchange-correlation potential is rough where the density is thin.
